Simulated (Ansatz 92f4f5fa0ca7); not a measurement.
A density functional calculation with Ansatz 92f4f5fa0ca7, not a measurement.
Periodic cell of 256 atoms, Si144O112, from a study of silicon, its oxide and their interface. The atomic structure is a simulated model.
This geometry differs little from another in the collection (a relaxation step or a small displacement).

Settings
functional: r2SCAN
potential files: Ansatz PAW
basis: plane waves
wave-function cutoff: 800 eV
density cutoff ratio: 5
exchange-correlation grid ratio: 1
k mesh: 1 x 1 x 1, shifted by 0.5 0.5 0 of a step
self-consistency stop: 1e-10 eV per atom in the density residual
occupations: fixed
spin: none
net charge: 0

Cell vectors (angstrom)
a	10.887	0	0
b	0	10.887	0
c	0	0	35.7378

Atoms: element, x, y, z (angstrom)
Si	-5.3385	-0.029	-0.3522
Si	5.5649	2.8752	2.8847
Si	-3.5524	11.1113	-5.6402
Si	5.1515	5.9672	0.0838
Si	-0.3639	-7.5148	-3.264
Si	2.7201	3.2981	-0.8717
Si	9.2557	3.9749	1.5063
Si	11.707	7.4653	-1.1468
Si	4.2346	3.2851	-3.4884
Si	-0.7476	-0.847	1.5434
Si	2.9432	5.381	2.9967
Si	4.011	9.5803	1.0471
Si	5.723	5.9489	-7.1834
Si	11.5837	1.044	1.4135
Si	-0.6658	6.5248	-2.7136
Si	13.53	10.9549	2.4809
Si	-0.0814	2.7632	2.806
Si	5.3917	-2.4943	2.6912
Si	0.1531	8.229	2.7727
Si	4.2791	4.1947	1.4515
Si	8.2434	0.1138	2.6287
Si	7.0542	1.8176	1.464
Si	8.0957	5.541	2.8052
Si	6.7635	6.9619	1.4808
Si	1.3934	4.0486	4.1294
Si	4.0591	1.3903	3.945
Si	1.4781	9.5933	4.1026
Si	4.2147	6.912	4.1863
Si	6.8368	4.2096	4.2769
Si	9.4827	1.4062	4.1827
Si	6.8441	9.6583	4.0091
Si	9.5716	6.8872	4.0511
Si	0.0167	0.0091	5.4551
Si	2.7357	2.6741	5.4343
Si	0.0183	5.47	5.4066
Si	2.764	8.2084	5.499
Si	5.4339	0.0662	5.3671
Si	8.1525	2.7577	5.5588
Si	5.4827	5.5384	5.599
Si	8.1617	8.2269	5.3824
Si	1.382	1.348	6.8135
Si	4.059	4.0716	6.8116
Si	1.3633	6.7974	6.8051
Si	4.1555	9.5584	6.7917
Si	6.7236	1.3832	6.8289
Si	9.5652	4.1298	6.8125
Si	6.8978	6.8716	6.8597
Si	9.4966	9.5349	6.7957
Si	0.0109	2.7369	8.1332
Si	2.7588	-0.0126	8.1405
Si	-0.082	8.096	8.1377
Si	2.7041	5.4029	8.1867
Si	5.3727	2.7099	8.2206
Si	8.0931	-0.0017	8.1611
Si	5.4776	8.1783	8.1721
Si	8.2003	5.4423	8.202
Si	1.3315	4.0354	9.5592
Si	4.0229	1.3346	9.6107
Si	1.3452	9.4657	9.3486
Si	4.1489	6.7402	9.4899
Si	6.7855	4.0723	9.5044
Si	9.4668	1.4159	9.4378
Si	6.7666	9.5081	9.5829
Si	9.5117	6.7396	9.631
Si	-0.0374	-0.0372	10.6032
Si	2.5902	2.6402	10.9754
Si	-0.0171	5.3199	10.9857
Si	2.663	8.0736	10.6794
Si	5.3687	-0.0623	10.9658
Si	8.1153	2.7339	10.8862
Si	5.4747	5.3677	10.9402
Si	8.0645	8.0777	10.9422
Si	1.1367	1.1771	12.205
Si	4.0103	4.0132	12.2498
Si	3.1123	5.7787	13.5692
Si	3.8494	9.4198	12.1571
Si	8.5466	0.1158	13.4229
Si	8.5605	5.7513	13.8336
Si	4.6803	7.636	13.4052
Si	9.5862	9.4967	11.9827
Si	2.5341	4.9184	15.83
Si	4.7638	1.1007	16.0841
Si	0.386	8.4852	13.2737
Si	1.4404	6.7315	12.1714
Si	-0.0666	-4.5244	21.1063
Si	2.0323	-0.628	13.4431
Si	7.468	10.9867	17.4559
Si	9.4714	4.0059	12.4065
Si	-0.7027	1.9654	13.4944
Si	1.326	9.0308	17.8959
Si	2.0977	10.9648	15.6964
Si	6.7517	6.7497	12.4518
Si	5.8445	-0.8631	19.5576
Si	7.1211	1.6333	19.7689
Si	4.0458	-2.8722	18.5291
Si	6.575	4.7838	15.6
Si	-15.2559	4.8575	31.1481
Si	26.1627	-6.9172	17.2509
Si	-0.7967	21.6924	29.3493
Si	3.685	11.8204	26.2564
Si	-18.6573	31.2348	30.5537
Si	22.0808	13.4967	19.1038
Si	16.5336	-17.1017	23.3379
Si	-6.6423	18.2817	23.6887
Si	-7.881	2.8859	23.9016
Si	-0.6186	16.734	26.5038
Si	21.3292	-13.0612	25.328
Si	12.0069	-0.002	20.5235
Si	-2.5046	14.1926	23.3853
Si	-13.1311	15.1239	30.383
Si	-0.3856	20.3433	35.0281
Si	-5.4503	-1.0064	22.3315
Si	3.0378	0.9521	21.5043
Si	-7.0432	30.0384	28.5775
Si	-5.1745	29.5001	15.9735
Si	0.5876	5.4969	35.8272
Si	14.0168	3.6163	20.0238
Si	-9.8944	13.0424	16.007
Si	-19.1253	19.8981	25.8517
Si	-14.1003	-13.024	34.9658
Si	7.0223	17.4341	33.4617
Si	-16.7515	11.2132	32.2088
Si	12.5335	6.7205	37.4467
Si	20.5155	-5.7058	19.4152
Si	-13.3964	10.3272	26.7308
Si	29.0428	26.1563	20.8461
Si	-16.3687	2.6067	13.5208
Si	-2.4761	-1.4959	15.3199
Si	-14.9324	-9.6191	12.2431
Si	-10.4353	-13.5873	30.6934
Si	-7.7849	-25.1073	35.7431
Si	9.8902	-3.3711	14.8973
Si	10.1366	9.0545	22.3163
Si	12.7567	3.7404	30.4547
Si	2.0294	1.1146	28.963
Si	11.3572	-16.3048	29.4072
Si	-4.1515	-2.2022	28.5073
Si	-13.8242	22.2349	22.5006
Si	7.7414	4.1109	27.3982
Si	10.8348	-4.287	16.9215
Si	6.8082	-9.6775	27.1407
Si	0.5605	1.4013	34.7152
Si	-7.9145	6.4208	20.9681
Si	11.1557	-6.2662	23.8464
O	4.306	-19.399	-18.7822
O	7.5421	-12.7808	-8.5896
O	-2.8448	5.3811	-15.9123
O	-3.0141	-3.1923	0.4511
O	-9.8261	-1.671	-10.1033
O	-4.7977	-7.1721	-21.2349
O	6.229	0.5522	-19.2538
O	22.9323	9.9738	-19.145
O	6.0225	-9.4716	0.237
O	-17.4847	-15.0874	-7.4081
O	24.1135	13.5299	-6.3838
O	15.1562	9.8864	-4.1149
O	-19.9481	19.6958	-4.4162
O	22.2527	-19.5085	-18.2019
O	17.8271	-0.8491	-0.1946
O	-4.7668	-16.1217	34.4858
O	-4.9044	4.341	17.0345
O	5.1962	7.5411	17.4855
O	3.9136	7.0001	19.7726
O	8.4062	14.6913	21.842
O	11.1879	-21.9183	34.2424
O	-14.9949	33.6971	28.7835
O	-13.6293	-5.8974	15.2846
O	4.4244	20.3818	19.0392
O	-4.7281	9.3182	20.9726
O	-10.6831	1.249	19.9777
O	-2.2411	17.2237	33.489
O	-13.507	3.6897	28.8813
O	-0.3486	2.1539	15.0858
O	17.7166	-3.7771	28.8315
O	11.0377	7.931	17.8445
O	11.136	16.3837	25.1851
O	-13.8668	1.3724	18.3607
O	16.4552	5.031	29.8508
O	4.0438	-6.736	18.806
O	0.1287	16.3899	22.4847
O	-15.2701	-4.632	31.9662
O	-32.9483	9.3748	29.8918
O	-14.7413	19.514	15.7901
O	32.0608	18.3966	31.712
O	-30.8089	3.4571	15.5192
O	-2.1894	-11.3493	16.5714
O	-15.0832	3.158	19.9612
O	-18.4369	39.7438	22.3831
O	-5.6896	-1.7705	28.2368
O	-1.4241	-0.2636	27.884
O	11.3174	22.709	29.1156
O	1.436	6.7706	20.5928
O	19.7615	37.656	26.6133
O	-39.3989	1.6817	31.9892
O	17.3403	21.8355	22.9829
O	-7.2606	2.1879	20.5862
O	-1.8145	-1.7321	34.2784
O	-8.2098	8.1641	17.7215
O	-11.902	5.2691	30.068
O	2.6485	11.8103	27.4874
O	-1.0635	25.4696	23.9865
O	-5.1043	-7.18	32.0201
O	1.3401	-33.6628	19.2527
O	-29.3924	13.0887	25.3332
O	3.8309	3.6907	33.7644
O	7.0042	-1.1109	18.4511
O	-12.9339	-0.8817	22.4944
O	-16.5151	33.7421	26.6343
O	-1.9642	-10.3492	30.3053
O	-2.5295	12.5701	23.4766
O	-26.7306	-4.6447	15.3682
O	36.2833	-0.0183	16.3119
O	-0.2053	-5.9209	32.7962
O	-6.5043	14.5464	23.4698
O	-20.1715	14.3626	19.528
O	-4.5296	-5.8931	27.3998
O	-6.2564	19.2072	14.9333
O	3.2813	18.7121	24.9137
O	-22.1696	-19.3792	33.7798
O	-10.5989	-27.2168	27.783
O	-0.968	14.4497	19.3786
O	10.042	-17.0606	35.9981
O	-0.9063	29.5283	21.3413
O	16.0705	6.0934	23.9948
O	3.2349	4.1177	31.2624
O	-1.6849	-7.6902	31.5179
O	-9.9291	-25.669	29.7138
O	12.2517	-5.0659	16.5788
O	2.6423	-9.212	22.8902
O	23.8495	1.8972	34.3621
O	-8.1763	-10.8915	29.8871
O	4.6878	12.392	14.5083
O	-3.6039	20.4053	29.765
O	31.089	-1.0011	25.469
O	17.8976	14.8916	23.9907
O	-20.0796	14.7312	23.8531
O	11.7988	13.8758	31.5434
O	-8.1097	30.3781	27.4085
O	7.991	11.9306	20.9853
O	5.185	-23.9957	23.3372
O	3.4447	-11.3838	25.5018
O	-0.9981	27.4488	17.869
O	-6.795	21.5396	21.8593
O	10.0291	-3.4325	26.2866
O	17.3267	0.5157	31.4073
O	-3.4888	13.5644	26.7042
O	-4.1523	8.1005	33.8166
O	29.9532	13.7715	36.6205
O	16.6434	-10.1379	19.69
O	10.481	19.2686	23.7385
O	-4.8242	15.8584	21.7643
O	-10.4908	-0.8547	21.6987
O	5.2146	-21.6523	33.8008
O	3.1608	4.8167	21.1035
O	-9.296	15.3323	35.0342
O	3.4037	-7.8016	36.3115

Results
free energy: -155980.234 eV
free energy less fixed offsets of O -570.45, Si -639.56 eV per atom: 6.806 eV

Forces (eV/angstrom), in the order of the atoms: element, x, y, z
Si	-0.0044	0.0147	-0.1578
Si	-0.0042	0.002	0.0009
Si	0.0208	-0.0024	-0.2452
Si	0.0265	-0.0113	-0.0721
Si	-0.0163	-0.0047	-0.2463
Si	0.0326	0.0016	-0.1605
Si	0.0088	0.006	-0.0434
Si	0.0065	0.0022	0.027
Si	0.0218	-0.0052	-0.2223
Si	-0.0104	-0.0027	0.0149
Si	-0.0073	0.0069	0.0059
Si	0.0097	-0.0055	0.0006
Si	0.0207	0.0227	-0.2188
Si	0.0044	0.0035	-0.0001
Si	-0.0523	-0.0293	-0.2669
Si	-0.0025	-0.0028	0.0025
Si	0.0055	-0.0032	0.0041
Si	-0.0071	0.0078	0.0007
Si	-0.0014	-0.0021	-0.0039
Si	-0.0168	-0.0165	-0.0316
Si	0.0059	-0.0035	0.0003
Si	-0.0138	-0.0044	-0.05
Si	-0.0009	0.0033	-0.0009
Si	0.0223	0.0179	-0.0358
Si	0.0007	0.0011	0.0002
Si	-0.0022	-0.0021	-0.0016
Si	0.0004	0.0011	-0.0001
Si	0.003	-0.0018	0.0011
Si	0.001	0.0004	0.0027
Si	-0.0015	0.0008	-0.0012
Si	-0.0018	-0.0048	0.0003
Si	0.0018	0.0012	-0.0016
Si	-0.004	0.0009	0.0018
Si	-0.0005	-0.0001	0.0017
Si	0.0005	0.0008	-0.0012
Si	0.0015	0.0001	-0.0007
Si	-0.001	0.001	0.0006
Si	-0.0016	0.0006	-0.0002
Si	0.0007	0.0001	-0.0013
Si	-0.0011	0.0013	0.0004
Si	0.0005	0.0012	0.0013
Si	-0.001	0.0016	0.0008
Si	-0.0014	0.0001	0.0008
Si	-0.0005	0.0011	0.0008
Si	-0.0009	0.0001	0.0004
Si	0.0001	-0.0014	0.0005
Si	-0.0014	0.0013	0.001
Si	-0.0005	0.0013	0.0004
Si	-0.0012	0.0003	0.0015
Si	0.0005	0.0012	0.0015
Si	-0.002	0.0015	0.0021
Si	-0.0005	0.0001	0.0018
Si	-0.0002	0.0001	0.001
Si	-0.0001	0.0018	0.0015
Si	0.0002	0.0008	0.001
Si	-0.001	0.0008	0.0017
Si	0.0016	-0.0006	-0.0002
Si	-0.0014	0.0005	-0.0003
Si	-0.0007	0.0011	0.0004
Si	-0.0004	-0.0009	0
Si	0.0006	0.0015	-0.0014
Si	-0.0024	0.0003	-0.0013
Si	0.0009	0.0029	0.0003
Si	-0.0007	0.0009	0.0007
Si	0.0034	-0.0006	0.0004
Si	0.0009	0.0011	-0.0028
Si	-0.0018	-0.002	-0.001
Si	0.0011	0.003	0.0013
Si	-0.0006	0.0017	-0.0007
Si	0.0007	-0.0013	0.0009
Si	-0.0016	0.0028	0.0016
Si	-0.001	0.001	-0.0022
Si	-0.0037	0.0101	0.0077
Si	-0.0005	-0.0104	0.0041
Si	0.0113	0.0002	0.0023
Si	0.0071	-0.0006	0.0024
Si	0	0.0007	-0.0049
Si	0.0041	0.001	-0.0441
Si	-0.0008	-0.0095	-0.0491
Si	-0.0092	-0.0062	0.006
Si	0.0313	0.006	-0.0901
Si	-0.0345	0.0075	-0.1424
Si	0.0104	-0.0004	0.0042
Si	-0.0117	-0.0028	0.004
Si	0.0003	-0.0027	-0.2065
Si	-0.0074	0.0065	-0.0008
Si	0.0203	-0.031	-0.2324
Si	0.0054	0.0033	0.0019
Si	-0.0087	-0.0025	-0.0555
Si	-0.0411	-0.0261	-0.2404
Si	-0.0028	0.0244	-0.1142
Si	-0.0008	0.0045	0.0002
Si	0.0044	-0.0065	-0.2391
Si	-0.0119	-0.0164	-0.2326
Si	0.0205	0.0017	-0.2326
Si	0.0279	0.0006	-0.1383
Si	-0.0082	-0.0229	-0.1902
Si	-0.0087	0.0134	-0.1922
Si	-0.0333	0.0216	-0.2154
Si	-0.0005	0.0466	-0.2941
Si	-0.0038	0.0152	-0.1761
Si	0.0095	-0.0002	-0.2374
Si	0.0131	0.0086	-0.2191
Si	0.0367	-0.0192	-0.2877
Si	-0.0135	0.0099	-0.2896
Si	0.0191	0.0402	-0.3185
Si	0.0311	-0.0172	-0.2807
Si	0.0081	0.0108	-0.2072
Si	-0.0097	-0.0039	-0.2348
Si	-0.0077	0.0096	-0.2069
Si	-0.003	0.0207	-0.0861
Si	0.0084	0.0226	-0.2454
Si	-0.0015	0.0044	-0.2018
Si	-0.017	0.0071	-0.1838
Si	0.0185	0.0038	-0.1856
Si	0.0144	-0.0259	-0.0607
Si	0.0201	0.0322	-0.2454
Si	0.0153	-0.0115	-0.1592
Si	0.0018	-0.028	-0.3003
Si	-0.028	-0.0068	-0.1244
Si	0.004	-0.0116	-0.2193
Si	0.0182	-0.0193	-0.2575
Si	0.0104	0.0022	-0.0071
Si	0.0362	0.0066	-0.202
Si	0.0115	-0.0015	-0.2112
Si	0.0172	-0.0024	-0.2437
Si	0.0092	0.0095	-0.0755
Si	0.0253	-0.0302	-0.1054
Si	-0.0069	0.0027	0.0002
Si	0.0469	0.0566	-0.2364
Si	-0.0125	-0.0049	-0.0062
Si	-0.0051	0.0047	-0.0114
Si	0.0194	0.0382	-0.2788
Si	-0.002	-0.0061	-0.1781
Si	0.0208	-0.0391	-0.2423
Si	-0.001	0.008	-0.2184
Si	0.0183	0.0145	-0.1893
Si	-0.0135	0.0005	-0.2362
Si	0.0048	0.0063	-0.278
Si	0.0323	0.0248	-0.2093
Si	-0.0249	0.0046	-0.186
Si	-0.0149	0.0411	-0.1523
Si	0.0128	-0.0248	-0.25
Si	0.0065	-0.0174	-0.3038
O	0.002	0.0063	0.0747
O	-0.046	-0.0448	0.1162
O	-0.0362	-0.0174	0.0974
O	-0.0174	-0.0202	0.0667
O	0.0305	0.0067	0.0985
O	0.0099	0.0267	0.071
O	0.0458	-0.0176	0.0925
O	-0.0111	-0.0579	0.1317
O	0.02	0.0155	0.0627
O	0.0077	-0.0067	0.0727
O	-0.0076	0.0731	0.1056
O	0.0416	0.0463	0.1235
O	-0.0295	-0.0127	0.1011
O	-0.0425	0.0293	0.2008
O	0.0046	-0.0063	0.0527
O	-0.0585	-0.0058	0.1273
O	-0.0134	-0.0153	0.0777
O	-0.0499	0.0122	0.1397
O	-0.0327	-0.047	0.1507
O	0.0232	-0.0333	0.1575
O	-0.0087	-0.0098	0.0749
O	0.012	-0.0266	0.1963
O	-0.0276	-0.0207	0.0719
O	0.0213	0.0238	0.0969
O	-0.0096	-0.0054	0.1639
O	0.0225	-0.0514	0.1009
O	0.0147	0.024	0.0843
O	0.024	0.0116	0.211
O	0.0426	0.0045	0.0971
O	-0.0009	-0.0224	0.0699
O	0.0299	0.0375	0.1121
O	-0.0398	0.0522	0.2123
O	-0.0141	0.0425	0.1351
O	0.0314	-0.0468	0.1559
O	-0.0359	-0.027	0.2092
O	0.0208	-0.0696	0.2143
O	0.0114	0.0624	0.1529
O	0.0343	-0.0772	0.1056
O	-0.0339	-0.0038	0.0586
O	-0.019	-0.0751	0.2233
O	-0.0092	-0.0172	0.051
O	-0.0306	0.0513	0.1263
O	0.0128	0.038	0.0947
O	0.0465	0.04	0.1854
O	-0.0137	-0.0111	0.0794
O	0.0687	0.0226	0.1771
O	0.0076	0.0044	0.0706
O	-0.0088	-0.0035	0.0827
O	-0.0411	-0.0307	0.12
O	-0.0047	0.0113	0.0762
O	0.0063	0.0095	0.0951
O	-0.0055	-0.0652	0.1097
O	0.0213	0.0052	0.0627
O	0.0263	-0.001	0.0806
O	-0.0293	-0.0145	0.095
O	-0.0736	0.0084	0.2004
O	0.0282	0.0126	0.0962
O	-0.0372	-0.0141	0.0836
O	0.0013	0.0749	0.1809
O	0.0313	-0.0898	0.1966
O	-0.0523	0.0104	0.1541
O	-0.0393	-0.0077	0.1206
O	0.0051	-0.0148	0.0856
O	0.0566	-0.0051	0.0883
O	-0.0094	0.0128	0.0894
O	0.0108	0.0295	0.1044
O	-0.0056	0.0083	0.0589
O	0.0268	0.001	0.0594
O	0.0176	0.0639	0.1055
O	-0.0207	-0.0192	0.0865
O	0.0253	0.0085	0.0924
O	-0.0224	0.026	0.1101
O	0.0147	0.0063	0.0919
O	-0.0666	0.0678	0.1779
O	0.0277	-0.0606	0.1384
O	0.0602	-0.0338	0.2217
O	-0.0198	0.0199	0.0773
O	-0.0136	-0.01	0.0475
O	-0.0091	0.0545	0.1092
O	-0.0021	0.0173	0.0889
O	0.0577	-0.0144	0.1085
O	0.0622	-0.0222	0.1269
O	-0.0117	0.028	0.0944
O	-0.0407	0.0161	0.0871
O	0.0119	0.0756	0.1844
O	-0.0177	-0.0092	0.0725
O	0.0235	-0.0434	0.1003
O	-0.0136	-0.0242	0.0956
O	0.0099	0.0253	0.1072
O	-0.0573	0.0426	0.1256
O	0.0024	-0.0013	0.1023
O	-0.0018	0.0006	0.0857
O	-0.0512	-0.016	0.1384
O	0.0482	-0.0285	0.2208
O	0.031	-0.0374	0.165
O	-0.0271	-0.0555	0.1204
O	-0.0004	0.0141	0.1101
O	-0.04	-0.0565	0.2023
O	0.0258	-0.0214	0.0847
O	-0.012	-0.0444	0.1163
O	-0.0728	0.0071	0.1432
O	0.0071	0.0134	0.0964
O	0.0127	0.022	0.0858
O	-0.001	0.0005	0.0282
O	-0.0005	0.0093	0.0869
O	0.0099	-0.0189	0.2296
O	-0.0391	0.0031	0.1479
O	-0.0582	-0.0574	0.1282
O	0.0148	-0.0235	0.2112
O	0.0018	0.0383	0.1043
O	-0.0202	0.0328	0.0609
O	0.0209	0.0145	0.0775

The program warned: the cutoff lies below the one the program advises for these potential files; the forces do not sum to zero within the program's tolerance; empty levels may hold ghost states of the PAW files; the exchange-correlation potential is rough where the density is thin.
